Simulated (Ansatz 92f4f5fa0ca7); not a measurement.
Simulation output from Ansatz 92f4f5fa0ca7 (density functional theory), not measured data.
Periodic cell of 280 atoms, Si196O76H8, from a study of silicon, its oxide and their interface. The atomic structure is a simulated model.
Doubt: the cutoff is far below the 930 eV that the study's wrapper takes by default for these files, so forces and energies are approximate.
This geometry differs little from another in the collection (a relaxation step or a small displacement).

Settings
functional: PBE
potential files: Ansatz PAW
basis: plane waves
wave-function cutoff: 580 eV
density cutoff ratio: 5
exchange-correlation grid ratio: 1
k mesh: 1 x 1 x 1, Gamma-centred
self-consistency stop: 5e-08 eV per atom in the density residual
occupations: fixed
spin: none
net charge: 0

Cell vectors (angstrom)
a, 10.938, 0, 0
b, 0, 10.938, 0
c, 0, 0, 42.4898

Atoms: element, x, y, z (angstrom)
Si, 0, 0, 40.4378
Si, 5.469, 0, 40.4378
Si, 2.7345, 2.7345, 40.4378
Si, 8.2035, 2.7345, 40.4378
Si, 0, 5.469, 40.4378
Si, 5.469, 5.469, 40.4378
Si, 2.7345, 8.2035, 40.4378
Si, 8.2035, 8.2035, 40.4378
Si, 1.3673, 1.3673, 41.8051
Si, 6.8362, 1.3673, 41.8051
Si, 4.1018, 4.1018, 41.8051
Si, 9.5708, 4.1018, 41.8051
Si, 1.3673, 6.8362, 41.8051
Si, 6.8362, 6.8362, 41.8051
Si, 4.1018, 9.5708, 41.8051
Si, 9.5708, 9.5708, 41.8051
Si, 2.7345, 0, 37.7033
Si, 8.2035, 0, 37.7033
Si, 0, 2.7345, 37.7033
Si, 5.469, 2.7345, 37.7033
Si, 2.7345, 5.469, 37.7033
Si, 8.2035, 5.469, 37.7033
Si, 0, 8.2035, 37.7033
Si, 5.469, 8.2035, 37.7033
Si, 4.1018, 1.3673, 39.0706
Si, 9.5708, 1.3673, 39.0706
Si, 1.3673, 4.1018, 39.0706
Si, 6.8362, 4.1018, 39.0706
Si, 4.1018, 6.8362, 39.0706
Si, 9.5708, 6.8362, 39.0706
Si, 1.3673, 9.5708, 39.0706
Si, 6.8362, 9.5708, 39.0706
Si, 0, 0, 3.417
Si, 5.469, 0, 3.417
Si, 2.7345, 2.7345, 3.417
Si, 8.2035, 2.7345, 3.417
Si, 0, 5.469, 3.417
Si, 5.469, 5.469, 3.417
Si, 2.7345, 8.2035, 3.417
Si, 8.2035, 8.2035, 3.417
Si, 1.3673, 1.3673, 4.7843
Si, 6.8362, 1.3673, 4.7843
Si, 4.1018, 4.1018, 4.7843
Si, 9.5708, 4.1018, 4.7843
Si, 1.3673, 6.8362, 4.7843
Si, 6.8362, 6.8362, 4.7843
Si, 4.1018, 9.5708, 4.7843
Si, 9.5708, 9.5708, 4.7843
Si, 2.7345, 0, 0.6825
Si, 8.2035, 0, 0.6825
Si, 0, 2.7345, 0.6825
Si, 5.469, 2.7345, 0.6825
Si, 2.7345, 5.469, 0.6825
Si, 8.2035, 5.469, 0.6825
Si, 0, 8.2035, 0.6825
Si, 5.469, 8.2035, 0.6825
Si, 4.1018, 1.3673, 2.0497
Si, 9.5708, 1.3673, 2.0497
Si, 1.3673, 4.1018, 2.0497
Si, 6.8362, 4.1018, 2.0497
Si, 4.1018, 6.8362, 2.0497
Si, 9.5708, 6.8362, 2.0497
Si, 1.3673, 9.5708, 2.0497
Si, 6.8362, 9.5708, 2.0497
Si, 10.3779, 0.4552, 29.6679
Si, 6.0487, 10.5219, 29.7146
Si, 2.1704, 3.1549, 29.7146
Si, 8.7226, 2.2111, 29.6959
Si, 0.5201, 4.9181, 29.6622
Si, 4.7371, 5.6739, 29.4295
Si, 3.3591, 7.7148, 29.5809
Si, 7.6211, 8.6714, 29.6285
Si, 1.2441, 1.3562, 30.9024
Si, 6.9462, 1.3257, 30.9835
Si, 3.9634, 4.0747, 30.9436
Si, 9.6603, 4.0129, 30.8929
Si, 1.4565, 6.8066, 30.7513
Si, 6.6881, 6.726, 30.6434
Si, 4.2073, 9.5172, 30.8578
Si, 9.4589, 9.5663, 30.8599
Si, 2.7318, -0.0356, 32.1414
Si, 8.2322, -0.0367, 32.3872
Si, -0.0028, 2.7081, 32.3793
Si, 5.4672, 2.7228, 32.1947
Si, 2.7115, 5.5098, 32.3228
Si, 8.1772, 5.451, 32.0729
Si, 0.0111, 8.1778, 32.0962
Si, 5.5068, 8.1221, 32.2511
Si, 4.0929, 1.3381, 33.5518
Si, 9.5776, 1.348, 33.7219
Si, 1.3651, 4.1123, 33.6801
Si, 6.8416, 4.1129, 33.5439
Si, 4.1117, 6.8358, 33.6605
Si, 9.5558, 6.8216, 33.4931
Si, 1.3634, 9.54, 33.5304
Si, 6.8326, 9.5138, 33.6494
Si, 0.0368, -0.0461, 34.9857
Si, 5.4505, -0.017, 34.9621
Si, 2.7547, 2.7108, 34.9743
Si, 8.1768, 2.7563, 34.9821
Si, -0.0406, 5.4916, 34.9628
Si, 5.4905, 5.4485, 34.9739
Si, 2.7182, 8.2158, 34.9669
Si, 8.2309, 8.1588, 34.9618
Si, 1.3771, 1.3561, 36.3396
Si, 6.8187, 1.3626, 36.3307
Si, 4.1105, 4.0927, 36.3366
Si, 9.5589, 4.1092, 36.34
Si, 1.3528, 6.8403, 36.3297
Si, 6.8455, 6.8253, 36.3388
Si, 4.0883, 9.5692, 36.3401
Si, 9.5746, 9.5501, 36.3359
Si, 2.7251, 0.0153, 6.1507
Si, 8.2122, -0.0067, 6.1528
Si, 0.009, 2.7255, 6.1522
Si, 5.4658, 2.7514, 6.153
Si, 2.7496, 5.466, 6.1522
Si, 8.1999, 5.4828, 6.1519
Si, -0.011, 8.2145, 6.1508
Si, 5.4854, 8.2041, 6.1486
Si, 4.0729, 1.4074, 7.5119
Si, 9.5874, 1.3499, 7.5206
Si, 1.3971, 4.0782, 7.5105
Si, 6.8266, 4.13, 7.5211
Si, 4.1323, 6.8308, 7.5116
Si, 9.5414, 6.8715, 7.521
Si, 1.3311, 9.6093, 7.5115
Si, 6.8626, 9.553, 7.5225
Si, -0.021, 0.0021, 8.9656
Si, 5.4664, 0.0213, 8.7997
Si, 2.7342, 2.7447, 8.967
Si, 8.2095, 2.7383, 8.8336
Si, 0.0047, 5.4721, 8.7944
Si, 5.4959, 5.5002, 8.9466
Si, 2.7377, 8.2339, 8.7922
Si, 8.2056, 8.2189, 8.9792
Si, 1.3498, 1.3791, 10.3615
Si, 6.8204, 1.3601, 10.1705
Si, 4.1231, 4.1316, 10.3307
Si, 9.6031, 4.1179, 10.1617
Si, 1.3625, 6.8532, 10.1072
Si, 6.8501, 6.8696, 10.3884
Si, 4.0854, 9.6298, 10.1394
Si, 9.5452, 9.5831, 10.4021
Si, 2.7934, -0.0053, 11.6508
Si, 8.0883, 0.076, 11.7017
Si, -0.0361, 2.8186, 11.6621
Si, 5.537, 2.7129, 11.6236
Si, 2.6934, 5.5755, 11.5608
Si, 8.3253, 5.4299, 11.6445
Si, 0.0859, 8.1335, 11.6161
Si, 5.3854, 8.3486, 11.607
Si, 4.4236, 1.1221, 12.9799
Si, 9.0641, 1.9017, 12.8516
Si, 1.0715, 4.5282, 12.9043
Si, 7.3682, 3.6206, 12.8266
Si, 3.596, 7.3791, 12.7956
Si, 10.1477, 6.3335, 12.8947
Si, 1.8872, 9.083, 12.8182
Si, 6.2266, 10.1324, 12.9434
H, 1.5087, 9.4319, 14.2279
H, 3.9588, 6.9782, 14.1924
H, 6.9941, 3.9764, 14.2335
H, 9.4135, 1.555, 14.27
O, 3.7252, 1.9125, 14.316
O, 6.6907, 9.3509, 14.3341
O, 9.5185, 6.9659, 14.2987
O, 1.8939, 3.9592, 14.2634
H, 8.3257, 2.5694, 28.2929
H, 10.7638, 0.1253, 28.2537
H, 0.1261, 5.195, 28.2455
H, 2.5695, 2.7811, 28.3168
O, 3.4094, 8.4457, 28.0731
O, 4.5011, 4.9089, 27.9131
O, 5.9931, 0.2287, 28.182
O, 7.9135, 8.4682, 28.0112
Si, 9.5209, -0.1241, 22.472
Si, 4.7175, 3.9607, 26.5681
Si, 5.5215, -0.0888, 22.6356
Si, 10.6806, 2.2766, 20.9836
Si, 9.2002, 2.3454, 18.1364
Si, 1.4482, 7.8729, 17.2516
Si, 8.7278, 9.6661, 19.8399
Si, 8.914, 4.3944, 22.3815
Si, 8.8857, 6.4465, 20.0858
Si, 1.7779, 6.014, 21.9509
Si, 6.8292, 0.223, 18.0881
Si, 2.4688, 2.6192, 24.5628
Si, 7.7583, 10.7385, 24.7789
Si, 5.1664, 2.4573, 19.3425
Si, 0.2099, 4.5287, 24.3022
Si, 0.6253, 10.4687, 18.8697
Si, 3.0325, 8.098, 26.5313
Si, 5.0199, 4.6569, 17.0365
Si, 3.5187, -0.1663, 24.9952
Si, 4.923, 6.0734, 22.3172
Si, 5.8699, 1.0397, 26.7945
Si, 8.2113, 8.086, 26.4747
Si, 7.9711, 5.2326, 17.6046
Si, 2.7968, 2.118, 21.4589
Si, 9.5259, 7.3439, 15.8705
Si, 6.8448, 9.0666, 15.917
Si, 2.2807, 10.0272, 21.4349
Si, 4.7801, 8.575, 20.5428
Si, 0.5154, 8.5209, 23.0111
Si, 5.6176, 6.5104, 25.2877
Si, 6.2039, 3.0942, 21.8848
Si, 0.2177, 7.0432, 25.8439
Si, 0.9979, 2.4242, 17.562
Si, 0.8611, 5.345, 19.1181
Si, 2.9944, 3.1303, 15.1554
Si, 4.4799, 7.6518, 17.4687
O, 10.2782, 5.7932, 19.5246
O, 4.8968, 3.4492, 18.1072
O, 4.2358, 7.1879, 25.8765
O, 9.0863, 6.0056, 16.7007
O, 3.8785, 2.6097, 20.3405
O, 6.5105, 10.4967, 16.6421
O, 1.3415, 2.5012, 20.859
O, 0.3914, 7.834, 24.4473
O, 6.987, 7.1503, 25.9119
O, 9.9407, 10.2305, 18.8811
O, 7.6304, 3.4173, 22.5936
O, 1.0321, 10.1964, 20.4159
O, 0.1446, 7.7693, 16.2382
O, 8.0035, 1.3124, 17.8331
O, 1.2219, 0.9871, 18.3726
O, 0.9012, 3.0965, 24.6739
O, 5.7041, 1.5713, 22.4027
O, 1.0938, 5.0757, 23.0662
O, 3.041, 0.5127, 21.46
O, 4.1896, 10.5183, 23.5333
O, 5.5448, 2.6248, 27.0269
O, 4.7779, 8.448, 18.8923
O, 5.3089, 4.4783, 22.1114
O, 8.9547, 0.4549, 23.8867
O, 1.6953, 9.6434, 22.9116
O, 4.4471, 6.0308, 17.699
O, 3.2114, 8.8047, 20.9198
O, 1.2866, 9.3069, 17.9781
O, 9.5651, 4.5804, 23.8701
O, 2.9864, 2.7347, 22.9803
O, 10.5524, 1.0485, 22.0329
O, 6.6866, 10.299, 23.6349
O, 4.6723, 0.3159, 26.0065
O, 6.4356, 2.9386, 20.266
O, 10.0589, 3.6585, 21.515
O, 2.8494, 9.428, 25.6114
O, 8.5587, 5.7876, 21.5701
O, 4.1576, 4.1687, 15.7238
O, 8.3834, 8.5045, 16.1736
O, 7.2167, 0.8927, 25.8665
O, 7.3486, 9.9181, 19.0144
O, 8.9433, 8.0797, 20.1846
O, 3.4145, 3.4702, 25.6375
O, 9.8824, 2.0051, 19.5899
O, 1.4276, 6.5123, 18.142
O, 8.5803, 3.8237, 18.0976
O, 5.7076, 8.0036, 16.4395
O, 7.7097, 6.0878, 18.9874
O, 10.079, 9.3073, 22.718
O, 8.296, 9.4201, 25.5531
O, 0.3063, 5.437, 25.6376
O, 0.8632, 7.3775, 21.8937
O, 1.0018, 3.8623, 18.4082
O, 8.5222, 10.5717, 21.1977
O, 2.1501, 2.4915, 16.4185
O, 9.6959, 7.3842, 26.4782
O, 5.6239, 4.9031, 25.5903
O, 3.023, 7.9887, 16.7459
O, 10.393, 2.2655, 17.0038
O, 1.7817, 5.3454, 20.47
O, 3.3043, 6.2077, 22.4653
O, 5.3402, 7.1323, 21.1171
O, 5.5243, 9.8801, 21.2817
O, 5.6379, 6.6617, 23.6639
O, 6.6113, 4.9491, 16.7319
O, 5.5111, 0.9655, 18.7388
O, 2.4179, 1.033, 24.9391
O, 1.5527, 7.4074, 26.7045

Results
free energy: -167948.151 eV
free energy less fixed offsets of H -15.97, O -568.88, Si -635.61 eV per atom: -5.951 eV

Forces (eV/angstrom), in the order of the atoms: element, x, y, z
Si, 0.0092, -0.0165, 0.0002
Si, -0.0096, 0.0196, -0.0003
Si, 0.0101, -0.0176, 0.0016
Si, -0.0184, 0.0102, 0.0039
Si, -0.0208, 0.0091, -0.0006
Si, -0.0086, -0.0306, -0.0031
Si, -0.0116, 0.0164, -0.0021
Si, 0.0129, -0.0114, -0.0037
Si, -0.011, 0.0144, 0.0047
Si, 0.0102, -0.0162, -0.0034
Si, -0.0097, 0.0113, 0.0067
Si, 0.0179, -0.0105, -0.0047
Si, 0.0094, -0.0141, -0.0075
Si, -0.0035, 0.0117, 0.0022
Si, 0.0153, -0.0065, -0.0063
Si, -0.011, 0.0118, 0.0066
Si, 0.0441, 0.0082, 0.1545
Si, -0.0028, -0.0373, -0.1446
Si, -0.0023, -0.0128, -0.1078
Si, -0.0244, -0.0592, 0.1018
Si, -0.0408, -0.0123, -0.1418
Si, -0.0206, -0.0113, 0.168
Si, 0.0064, -0.0342, 0.1271
Si, 0.0192, -0.0226, -0.0872
Si, 0.0027, -0.0022, 0.011
Si, 0.0006, 0.0076, -0.0065
Si, 0.0094, -0.0019, 0.0002
Si, 0.0361, -0.0138, -0.002
Si, 0.0079, 0.0069, -0.0076
Si, 0.0176, -0.0112, 0.0046
Si, -0.0035, 0.0063, -0.0042
Si, -0.0067, 0.0115, 0.0012
Si, -0.0034, -0.0003, -0.0039
Si, -0.0187, 0.0096, 0.003
Si, -0.0149, 0.0036, 0.0038
Si, -0.0037, -0.001, 0.0051
Si, 0.0064, -0.0162, 0.0029
Si, -0.0115, 0.0047, -0.0078
Si, -0.002, -0.0028, 0.0046
Si, -0.0041, 0.0005, -0.0009
Si, -0.0202, 0.0081, -0.1572
Si, -0.004, 0.0102, 0.1322
Si, 0.0461, 0.0464, -0.1352
Si, 0.0186, 0.0204, 0.1255
Si, -0.002, 0.0163, 0.1344
Si, 0.002, -0.0082, -0.1382
Si, -0.0069, 0.0338, 0.1244
Si, -0.0065, 0.0218, -0.1382
Si, 0.007, -0.0132, -0.0048
Si, -0.0143, 0.0167, 0.0061
Si, -0.0143, 0.0083, 0.0061
Si, 0.0111, -0.01, -0.0051
Si, -0.0106, 0.0136, 0.003
Si, 0.0119, -0.0184, -0.0047
Si, 0.0144, -0.0135, -0.0058
Si, -0.022, 0.0136, 0.0032
Si, -0.0066, 0.0156, -0.0013
Si, 0.0194, -0.0139, 0.0015
Si, 0.0197, -0.0055, -0.0022
Si, -0.014, 0.0174, 0.0003
Si, 0.0187, -0.0154, -0.001
Si, -0.0115, 0.0214, 0.0006
Si, -0.0128, 0.0168, -0.0001
Si, 0.0192, -0.0192, 0.0012
Si, 0.005, -0.0144, -0.0036
Si, 0.0148, 0.0062, 0.0053
Si, -0.0051, -0.0208, 0.0059
Si, -0.0042, -0.0011, -0.0031
Si, -0.0057, 0.0031, 0.0076
Si, 0.0061, -0.0109, -0.0006
Si, 0.0039, -0.001, 0.0036
Si, 0.0005, -0.014, 0.0021
Si, -0.0301, 0.0265, 0.0223
Si, 0.0321, -0.0043, 0.0492
Si, -0.0196, 0.006, 0.0353
Si, 0.0305, -0.0373, 0.0267
Si, 0.0203, -0.0245, 0.0275
Si, -0.0128, -0.0016, 0.0064
Si, 0.0015, -0.003, 0.022
Si, -0.0214, 0.0351, 0.0358
Si, -0.01, -0.0156, -0.0877
Si, -0.0108, -0.0366, 0.1339
Si, 0.0131, -0.0135, 0.1468
Si, -0.01, -0.0043, -0.0605
Si, 0.0163, 0.0048, 0.098
Si, -0.0205, 0.0016, -0.1105
Si, -0.0215, -0.0059, -0.1095
Si, -0.0142, -0.0378, 0.0545
Si, -0.019, 0.0049, -0.0321
Si, 0.0311, -0.0146, -0.0265
Si, -0.0049, 0.0231, -0.0702
Si, -0.0081, -0.0078, -0.0582
Si, 0.0089, 0.0301, -0.0595
Si, 0.0069, -0.0182, -0.0656
Si, -0.0126, 0.0171, -0.0477
Si, 0.0874, -0.0566, 0.0233
Si, -0.0412, 0.0596, 0.0084
Si, -0.0248, -0.0743, -0.0287
Si, 0.0082, 0.0676, -0.0361
Si, 0.0088, -0.0938, -0.0058
Si, 0.0164, -0.0695, -0.0157
Si, -0.0212, 0.0567, -0.0123
Si, 0.0293, -0.0545, 0.0009
Si, -0.0213, 0.073, 0.0009
Si, 0.0045, -0.0315, 0.0056
Si, 0.0047, 0.0274, 0.0018
Si, 0.018, -0.039, 0.0104
Si, -0.0147, 0.0205, 0.0082
Si, -0.0115, 0.015, 0.0035
Si, 0.0123, -0.0257, -0.0057
Si, -0.0276, 0.0419, 0.0039
Si, 0.0127, -0.0148, 0.011
Si, -0.0249, 0.0291, -0.0078
Si, 0.0298, -0.0217, -0.0149
Si, 0.0276, -0.0212, -0.0109
Si, -0.0371, 0.0273, -0.0072
Si, 0.0172, -0.0292, -0.0069
Si, -0.0284, 0.025, -0.0158
Si, -0.0187, 0.0305, -0.0116
Si, 0.0266, -0.035, -0.0174
Si, 0.0505, -0.0342, 0.0228
Si, -0.0538, 0.0367, 0.0172
Si, -0.0384, 0.0582, 0.0242
Si, 0.0621, -0.0229, 0.0285
Si, -0.0186, 0.0707, 0.0187
Si, 0.0528, -0.0529, 0.0294
Si, 0.0337, -0.0688, 0.0056
Si, -0.0528, 0.0567, 0.0306
Si, 0.0162, 0.0229, 0.1369
Si, 0.0214, -0.0124, -0.0205
Si, 0.0016, -0.0032, -0.0106
Si, 0.0008, -0.0079, 0.1115
Si, -0.0291, 0.0159, -0.0478
Si, -0.0253, -0.0153, 0.1369
Si, -0.0448, 0.0243, 0.0934
Si, 0.007, 0.0042, -0.0427
Si, -0.0155, -0.0232, 0.0899
Si, -0.0103, 0.0059, -0.1063
Si, 0.0414, 0.0382, 0.0764
Si, 0.0106, 0.0194, -0.1126
Si, 0.0012, 0.0137, -0.1334
Si, -0.0023, -0.0037, 0.1178
Si, 0.0063, 0.0287, -0.1217
Si, 0.0213, 0.015, 0.1234
Si, 0.0216, -0.0203, -0.0231
Si, -0.005, 0.0258, -0.0332
Si, -0.0266, 0.0191, -0.0251
Si, 0.0222, -0.0146, -0.0207
Si, -0.0203, 0.0341, -0.0475
Si, 0.0044, -0.0215, -0.0299
Si, 0.0313, -0.0138, -0.0479
Si, -0.0254, 0.0049, -0.0438
Si, -0.0032, 0.0082, -0.0025
Si, 0.008, 0.0044, -0.0031
Si, -0.0007, 0.0065, -0.0027
Si, -0.0095, 0.0055, -0.0026
Si, -0.0014, -0.0125, -0.0009
Si, 0.0094, 0.0008, -0.007
Si, -0.0063, 0.0129, -0.0017
Si, -0.01, 0.0095, -0.0027
H, -0.0018, 0.0064, -0.0047
H, 0.0076, 0.0014, -0.0078
H, -0.0005, 0.008, -0.0018
H, 0.0036, 0, -0.0027
O, 0.0033, -0.0016, 0.009
O, -0.0062, 0.0062, 0.0005
O, 0.0037, 0.0013, 0.0078
O, -0.0015, 0.0092, 0.0042
H, -0.0082, -0.0003, 0.0081
H, 0.005, -0.0003, 0.0031
H, -0.0076, -0.0096, 0.0052
H, -0.0016, -0.0111, 0.006
O, -0.0035, 0.0008, 0.0005
O, -0.0046, -0.0006, 0.0007
O, -0.0032, -0.0004, 0.0178
O, 0.005, 0.001, -0.0075
Si, -0.0004, 0.0009, -0.0017
Si, -0.0001, 0.0004, -0.0028
Si, -0.0006, 0.0004, -0.0022
Si, -0.0003, 0, -0.0025
Si, -0.0004, 0.0016, -0.0034
Si, -0.0002, 0.0005, -0.0033
Si, 0.0002, 0.0001, -0.0027
Si, -0.0001, 0.0011, -0.0018
Si, -0.0003, 0.0003, -0.0038
Si, -0.0005, -0.0001, -0.0022
Si, 0.0009, 0.0005, -0.0018
Si, -0.0022, -0.0003, -0.0021
Si, 0.001, 0.0002, -0.001
Si, -0.0002, 0.0011, -0.0034
Si, -0.0003, -0.0004, -0.0001
Si, 0.0005, 0.0002, -0.0041
Si, -0.0035, -0.0008, -0.0028
Si, 0.0007, 0.0017, -0.0028
Si, -0.0017, 0.0005, -0.0012
Si, -0.0005, 0.0004, -0.0023
Si, -0.004, 0.0058, -0.0122
Si, 0.0037, -0.0009, -0.002
Si, -0.001, 0.0008, -0.0043
Si, -0.0004, 0.0003, -0.0021
Si, 0.0021, 0.0006, 0.0042
Si, 0.0004, -0.0022, 0.0094
Si, -0.0014, 0.0002, -0.002
Si, -0.0007, -0.0004, -0.0029
Si, -0.0009, 0.0003, -0.0009
Si, 0.0019, 0.0015, -0.002
Si, 0.0001, 0.0004, -0.0022
Si, -0.0012, 0.0019, -0.0017
Si, -0.0019, 0.0004, -0.0038
Si, 0.0003, 0.0006, -0.0031
Si, 0.0063, 0.0034, 0.0034
Si, -0.0016, -0.0004, -0.0021
O, -0.0002, 0.0002, -0.0002
O, -0.0001, -0.0019, 0.0036
O, -0.0029, 0.0005, 0.0006
O, 0.0008, 0.0009, -0.0048
O, -0.0012, -0.0005, 0.0002
O, -0.0005, -0.001, -0.0008
O, -0.0004, -0.0001, -0.0017
O, -0.0007, -0.0002, -0.0002
O, -0.001, 0.0016, 0.0015
O, -0.0006, 0.0015, 0.0024
O, -0.0009, 0.0005, -0.0006
O, 0.0009, 0.0019, 0.0004
O, -0.0024, -0.0004, 0.0015
O, -0.001, 0, 0.0004
O, 0, 0, -0.0032
O, -0.0002, -0.0004, -0.0002
O, -0.0002, 0.0008, 0.0006
O, -0.0003, 0.0006, 0.0007
O, -0.0002, 0.0002, -0.0003
O, 0.0012, 0.0022, 0.0028
O, 0.0001, -0.0018, -0.0073
O, -0.0002, 0.0002, 0.0035
O, -0.0007, 0.0004, -0.0015
O, -0.0012, 0.0015, 0.0006
O, -0.0003, 0.0005, -0.0008
O, -0.0001, 0.0003, -0.0001
O, -0.0007, 0.0014, 0.0018
O, -0.0005, 0.0017, 0.0031
O, -0.0005, 0.0008, -0.0013
O, -0.001, -0.0008, -0.0015
O, -0.0007, -0.0001, -0.0011
O, -0.0002, 0.001, 0.0002
O, 0.0013, -0.0031, 0.005
O, -0.0001, 0.0005, 0.002
O, -0.0007, 0.0002, 0.0012
O, 0.001, -0.0021, -0.0018
O, -0.0001, -0.0002, -0.0012
O, -0.0023, -0.0032, 0.0003
O, -0.0037, 0.0024, 0.0018
O, -0.0036, -0.0012, 0.0029
O, 0.0003, 0.001, 0.0012
O, 0.0005, 0.001, 0.0001
O, -0.0001, 0.0005, -0.0018
O, 0.0011, 0.0013, 0.0011
O, 0, -0.0005, 0.0003
O, 0.001, -0.0002, 0.0018
O, 0.0026, 0.0034, -0.0015
O, 0.0011, 0.0018, 0.0015
O, -0.0005, 0.0012, 0.0001
O, -0.0003, -0.0017, -0.0007
O, -0.0006, -0.0005, -0.0014
O, -0.0005, 0.0004, -0.0004
O, 0.001, 0.0015, 0.0007
O, 0.0002, 0.0004, -0.0005
O, 0.0001, 0.0033, -0.0055
O, -0.0024, -0.0015, -0.0036
O, -0.0003, 0.0005, 0.0005
O, 0.0013, 0.0005, 0.0025
O, -0.0007, 0.0003, 0.0001
O, 0, -0.0001, 0.0024
O, 0, 0.0001, -0.0005
O, -0.0006, 0.0001, 0.0002
O, -0.0011, 0.001, 0.0021
O, 0.0006, -0.0006, 0.0028
O, 0.001, -0.0001, 0.0032
O, -0.0003, -0.0002, -0.0008
O, 0.0012, -0.0007, -0.0007
O, 0.0011, -0.0011, 0.0004

The program warned: the cutoff lies below the one the program advises for these potential files; the exchange-correlation potential is rough where the density is thin.
